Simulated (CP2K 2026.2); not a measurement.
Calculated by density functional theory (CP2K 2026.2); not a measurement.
Periodic cell of 504 atoms, Si360O144, from a study of silicon, its oxide and their interface. The atomic structure is a simulated model.
Doubt: the forces sum to 4.48 eV/angstrom along one axis rather than to zero, so they err by at least 0.0089 eV/angstrom per atom on average; the grid cutoff is modest.

Settings
functional: PBE
method: Gaussian and plane waves
basis set: DZVP-MOLOPT-SR-GTH
pseudopotentials: GTH-PBE
grid cutoff: 350 Ry, relative cutoff 50 Ry
k points: Gamma only
occupations: fixed
spin: none
net charge: 0

Cell vectors (angstrom)
a	16.32	0	0
b	0	16.32	0
c	0.1987	0.5925	33.046

Atoms and the computed forces on them: element, x, y, z (angstrom), force x, y, z (eV/angstrom)
Si	1.504	14.73	0.219	-0.018	0.145	0.741
Si	3.7	1.595	0.189	0.362	-0.238	0.614
Si	1.456	3.914	0.26	-0.2	0.311	0.611
Si	3.93	7.042	0.12	0.127	-0.241	0.711
Si	1.769	9.76	32.983	-0.247	0.356	0.717
Si	3.717	12.522	0.015	0.145	-0.143	0.714
Si	7.068	14.695	0.023	-0.126	0.09	0.721
Si	9.421	1.521	0.08	0.152	-0.168	0.71
Si	7.361	4.327	33.04	-0.217	0.114	0.709
Si	9.311	6.891	0.012	0.243	-0.091	0.736
Si	7.311	9.79	32.931	-0.191	0.246	0.65
Si	9.532	13.074	33.003	0.174	-0.154	0.728
Si	12.565	14.723	0.085	-0.127	0.162	0.729
Si	14.791	1.735	0.181	-0.002	-0.22	0.73
Si	12.522	3.881	0.151	-0.191	0.061	0.734
Si	14.536	7.089	0.142	0.272	-0.111	0.724
Si	12.439	9.477	0.031	-0.254	0.12	0.696
Si	14.825	12.52	0.041	0.09	-0.204	0.692
Si	2.671	16.299	1.495	-0.001	-0.013	-0.026
Si	5.475	2.683	1.283	0.024	-0.008	-0.027
Si	2.739	5.483	1.406	0.005	0.03	-0.014
Si	5.515	8.2	1.337	0.038	0.004	-0.043
Si	2.636	10.859	1.27	0	-0.039	-0.03
Si	5.415	13.579	1.289	0.016	0.007	-0.048
Si	8.209	16.273	1.342	-0.018	0.022	-0.044
Si	10.923	2.715	1.419	0	-0.008	-0.043
Si	8.177	5.365	1.371	-0.021	0.003	-0.038
Si	10.864	8.184	1.257	-0.012	-0.008	-0.048
Si	8.17	10.86	1.221	-0.024	-0.001	-0.042
Si	10.925	13.581	1.326	-0.013	0.007	-0.021
Si	13.657	0.034	1.368	0.015	0.021	-0.013
Si	16.248	2.816	1.61	0.003	0.003	-0.022
Si	13.545	5.48	1.508	0.024	-0.028	-0.043
Si	16.297	8.128	1.311	-0.028	0.02	-0.061
Si	13.647	10.95	1.365	0.025	-0.003	-0.055
Si	16.32	13.555	1.51	-0.017	0.005	-0.043
Si	1.311	1.354	2.838	0.008	0.009	0.021
Si	4.133	4.077	2.691	0.007	-0.02	0.031
Si	1.334	6.811	2.739	-0.01	-0.01	0.015
Si	4.094	9.566	2.649	-0.026	0.012	0.027
Si	1.349	12.148	2.775	0.018	-0.013	0.026
Si	4.119	14.942	2.744	-0.006	-0.013	0.007
Si	6.799	1.307	2.682	0.001	0.017	0.029
Si	9.558	4.079	2.762	0.021	0.015	0.02
Si	6.8	6.76	2.699	0.003	-0.001	0.024
Si	9.516	9.53	2.646	0.027	0.039	0.029
Si	6.774	12.183	2.629	0.002	0.005	0.034
Si	9.577	14.946	2.71	0.025	0.009	0.015
Si	12.259	1.332	2.764	0.002	-0.01	-0.001
Si	14.925	4.192	2.903	-0.012	0.019	0.048
Si	12.145	6.85	2.752	-0.039	-0.001	0.038
Si	14.996	9.545	2.697	-0.005	-0.008	0.036
Si	12.239	12.235	2.734	-0.012	-0.012	0.018
Si	14.978	15	2.781	-0.005	0	0.022
Si	16.307	16.316	4.189	-0.018	0	-0.018
Si	2.753	2.732	4.084	0.004	0.004	-0.022
Si	16.342	5.504	4.185	0.014	-0.003	0.007
Si	2.732	8.191	4.038	0.006	0.01	-0.035
Si	16.313	10.843	4.143	0.001	-0.002	-0.007
Si	2.735	13.562	4.074	-0.007	0.012	-0.021
Si	5.464	16.305	4.098	-0.015	0.012	-0.017
Si	8.156	2.693	4.055	-0.014	-0.013	-0.024
Si	5.447	5.431	4.087	-0.006	0.01	-0.022
Si	8.168	8.155	4.029	-0.004	-0.006	-0.022
Si	5.436	10.882	4.06	0.002	0.01	-0.012
Si	8.16	13.563	4.005	-0.016	-0.021	-0.037
Si	10.89	16.302	4.114	0.004	0.009	-0.023
Si	13.575	2.729	4.148	-0.009	-0.002	-0.033
Si	10.854	5.465	4.137	-0.004	0.001	-0.002
Si	13.592	8.191	4.054	0.039	-0.016	-0.03
Si	10.869	10.863	4.061	0.004	-0.029	-0.017
Si	13.587	13.617	4.092	0.001	0.01	-0.023
Si	1.35	14.942	16.327	-0.002	0.001	0
Si	4.034	1.359	16.281	-0.019	-0.008	-0.01
Si	1.347	4.07	16.34	-0.002	-0.002	0.008
Si	4.079	6.81	16.314	0.002	0	0.009
Si	1.373	9.54	16.323	0.004	0.003	0.003
Si	4.062	12.255	16.319	0.009	-0.011	-0.002
Si	6.802	14.963	16.303	-0.01	-0.002	0.012
Si	9.535	1.373	16.326	-0.005	-0.002	-0.001
Si	6.815	4.089	16.284	0.019	0.006	-0.002
Si	9.533	6.82	16.255	0.002	0	-0.006
Si	6.812	9.539	16.293	0	0.006	0
Si	9.51	12.23	16.301	0.001	-0.008	-0.001
Si	12.256	14.975	16.341	-0.007	0.029	0.006
Si	14.954	1.347	16.32	0.007	-0.002	0
Si	12.257	4.065	16.298	-0.004	0.002	0.011
Si	14.949	6.794	16.335	-0.006	-0.007	0.004
Si	12.252	9.496	16.313	0	0.016	-0.007
Si	14.954	12.242	16.332	0.01	-0.008	0.003
Si	2.706	16.308	17.67	0.012	0.02	0.03
Si	5.389	2.749	17.584	0.01	-0.005	-0.006
Si	2.717	5.449	17.681	-0.018	-0.008	0.002
Si	5.47	8.173	17.639	-0.002	-0.023	0.026
Si	2.694	10.928	17.703	0.003	0.006	0.032
Si	5.449	13.598	17.663	-0.008	0.015	0.008
Si	8.144	16.342	17.657	0.02	-0.001	0.026
Si	10.938	2.702	17.687	-0.005	0.009	0.014
Si	8.213	5.454	17.607	-0.018	0.004	0.012
Si	10.863	8.153	17.656	0.027	-0.024	0.016
Si	8.152	10.889	17.685	-0.016	-0.001	0.027
Si	10.861	13.6	17.638	-0.001	-0.001	0.018
Si	13.632	16.319	17.732	0.002	-0.018	-0.003
Si	16.281	2.709	17.69	-0.005	-0.014	0.023
Si	13.573	5.426	17.686	0.014	0	0.024
Si	16.341	8.16	17.662	-0.016	0.016	0.007
Si	13.628	10.832	17.671	-0.001	-0.004	0.009
Si	16.293	13.61	17.709	-0.001	-0.001	-0.001
Si	1.305	1.311	19.027	-0.044	-0.011	-0.038
Si	4.103	4.096	19.01	0.025	0.016	-0.003
Si	1.356	6.81	19.039	0.006	0.005	-0.009
Si	4.141	9.58	18.977	0.028	-0.003	-0.049
Si	1.28	12.254	19.102	0.013	-0.052	-0.001
Si	4.094	14.951	19.017	-0.015	0.023	-0.016
Si	6.7	1.393	18.934	-0.015	-0.034	-0.026
Si	9.586	4.119	18.973	0.026	0.017	-0.021
Si	6.851	6.786	18.966	-0.014	0.015	-0.048
Si	9.503	9.499	19.023	-0.01	-0.011	-0.002
Si	6.814	12.278	19.055	0.015	0.004	-0.016
Si	9.528	14.985	19.003	-0.017	0.001	-0.046
Si	12.301	1.366	19.103	-0.016	0.03	-0.003
Si	14.929	4.081	19.066	0.007	-0.015	-0.047
Si	12.174	6.768	19.034	-0.032	-0.014	-0.034
Si	15.001	9.478	19.061	0.001	0.028	-0.012
Si	12.216	12.196	18.948	-0.004	-0.002	-0.037
Si	14.968	14.953	19.133	0.019	0.009	0.026
Si	16.314	16.313	20.549	0.033	0.01	0.076
Si	2.704	2.715	20.277	0.006	-0.004	0.033
Si	16.299	5.467	20.404	-0.011	-0.03	0.083
Si	2.796	8.183	20.286	0.004	-0.013	0.073
Si	16.291	10.837	20.523	-0.024	0.025	0.038
Si	2.683	13.656	20.383	-0.006	0.034	0.049
Si	5.414	16.35	20.378	0.002	-0.017	0.032
Si	8.093	2.798	20.155	-0.018	0.049	0.009
Si	5.517	5.432	20.351	0.032	-0.02	0.05
Si	8.186	8.113	20.386	0.001	-0.042	0.04
Si	5.481	10.924	20.417	-0.005	-0.004	0.073
Si	8.155	13.665	20.405	-0.012	0.025	0.056
Si	10.936	16.286	20.388	0.06	-0.042	0.065
Si	13.595	2.751	20.529	-0.004	0.006	0.054
Si	10.862	5.428	20.49	-0.003	-0.017	0.053
Si	13.588	8.087	20.336	0.01	0.008	0.057
Si	10.857	10.869	20.336	0.008	0.015	0.05
Si	13.565	13.497	20.351	0.028	-0.003	0.053
Si	1.654	15.204	21.841	-0.261	-0.127	-0.731
Si	3.796	1.179	21.633	0.187	0.011	-0.758
Si	1.225	3.902	21.615	0.054	0.186	-0.735
Si	4.44	7.111	21.55	-0.064	-0.063	-0.8
Si	1.718	9.716	21.659	-0.302	-0.139	-0.76
Si	3.825	12.08	21.635	0.29	0.138	-0.732
Si	7.082	15.34	21.697	-0.258	-0.311	-0.657
Si	9.286	1.277	21.373	0.214	-0.002	-0.672
Si	7.082	4.273	21.685	-0.154	-0.063	-0.759
Si	9.254	6.548	21.809	0.211	0.14	-0.758
Si	6.664	9.31	21.676	0.12	0.246	-0.756
Si	9.741	12.475	21.636	-0.156	-0.112	-0.837
Si	12.019	14.603	21.684	0.087	0.259	-0.762
Si	15.272	1.711	21.813	-0.221	-0.301	-0.762
Si	12.414	4.307	21.89	-0.206	-0.222	-0.683
Si	14.658	6.525	21.732	0.079	0.055	-0.761
Si	12.385	9.623	21.595	-0.162	-0.08	-0.772
Si	14.55	11.894	21.763	0.324	0.108	-0.757
Si	0.359	0.811	31.09	0.063	0.029	0.127
Si	10.987	2.328	23.639	-0.004	0.175	0.172
Si	1.647	10.372	29.945	0.015	-0.097	0.135
Si	10.927	5.64	30.908	-0.057	0.046	0.224
Si	14.992	0.89	24.849	0.029	0.08	-0.008
Si	1.706	4.785	24.518	0.073	0.026	-0.035
Si	15.578	15.359	28.982	-0.066	-0.196	-0.09
Si	13.319	13.427	29.088	-0.001	0.12	0.015
Si	1.56	15.928	27.119	-0.063	-0.035	0.104
Si	4.075	6.614	24.486	-0.008	-0.041	-0.062
Si	10.508	0.918	28.276	0.06	-0.06	0.006
Si	15.729	6.953	24.582	0.049	0.064	-0.152
Si	5.588	2.47	23.834	0.101	-0.055	-0.059
Si	5.681	14.09	26.587	0.102	-0.032	-0.038
Si	11.431	0.712	30.89	0.004	0.041	0.007
Si	9.908	16.701	25.492	-0.053	0.224	-0.042
Si	10.462	3.806	28.844	0.052	-0.064	0.091
Si	3.126	2.119	30.398	-0.019	0.006	0.216
Si	16.356	8.615	28.326	-0.079	-0.12	-0.065
Si	5.072	12.155	24.336	-0.01	-0.085	0.046
Si	12.849	2.258	28.763	-0.014	-0.051	0.037
Si	3.981	12.204	30.108	-0.014	0.111	0.084
Si	6.762	12.879	28.942	-0.01	0.064	0.026
Si	13.127	7.493	25.862	-0.101	0.164	0.056
Si	15.454	2.946	27.256	-0.053	-0.026	-0.078
Si	9.34	8.587	28.579	0.033	-0.044	-0.046
Si	4.254	6.754	30.29	0.091	-0.048	0.063
Si	0.663	14.728	24.781	0.033	0.01	-0.239
Si	6.436	4.607	30.107	0.026	0.016	0.138
Si	6.996	16.034	24.54	-0.058	-0.096	-0.122
Si	15.925	12.651	30.098	-0.142	0.035	0.185
Si	5.622	1.88	28.973	0.044	0.002	-0.02
Si	7.392	10.238	29.906	-0.118	0.01	0.125
Si	1.849	4.949	30.392	-0.036	-0.129	0.073
Si	9.581	10.171	26.056	0.176	-0.037	0.016
Si	1.902	2.572	26.644	0.045	0.067	0
Si	14.152	10.172	26.652	0.022	0.003	0.04
Si	4.808	3.437	26.684	0.056	-0.187	-0.057
Si	7.879	11.168	23.797	-0.023	-0.112	-0.169
Si	11.441	11.969	30.789	0.099	0.036	0.017
Si	14.597	7.365	30.259	-0.052	-0.08	0.147
Si	5.22	8.679	28.141	0.039	-0.071	-0.039
Si	12.421	16.145	24.179	-0.001	-0.001	-0.043
Si	3.767	9.587	25.619	0.093	0.028	-0.005
Si	3.651	14.768	28.94	0.069	-0.033	0.035
Si	10.904	8.092	23.994	-0.071	-0.018	-0.112
Si	8.48	5.634	27.928	-0.045	0.019	-0.051
Si	6.11	6.125	26.447	-0.002	0.08	-0.051
Si	0.989	9.534	24.564	0.07	-0.049	-0.099
Si	12.115	7.547	28.85	0.065	0.049	0.034
Si	6.163	15.599	30.225	-0.03	-0.029	-0.066
Si	15.454	12.09	24.662	-0.098	-0.074	-0.048
Si	15.921	5.668	28.331	0.033	0.064	-0.005
Si	11.734	11.465	27.881	-0.065	0.074	0.021
Si	1.38	14.927	5.461	0.027	-0.011	-0.004
Si	4.096	1.355	5.444	-0.015	0.008	-0.008
Si	1.392	4.089	5.465	0.011	-0.022	-0.009
Si	4.077	6.811	5.414	-0.028	-0.002	-0.001
Si	1.382	9.504	5.463	0.01	-0.005	0.001
Si	4.096	12.233	5.446	-0.004	-0.001	-0.002
Si	6.829	14.928	5.417	0.012	-0.005	-0.011
Si	9.512	1.351	5.44	-0.005	0.021	-0.004
Si	6.811	4.067	5.432	0.014	-0.013	-0.017
Si	9.493	6.824	5.459	-0.009	0.009	0.007
Si	6.801	9.508	5.401	-0.011	-0.023	-0.005
Si	9.507	12.227	5.409	-0.003	0.014	-0.014
Si	12.238	14.951	5.475	0.015	0	-0.003
Si	14.945	1.374	5.503	-0.012	0.006	0.008
Si	12.215	4.095	5.483	0.01	-0.002	0
Si	14.939	6.853	5.473	-0.008	0.018	-0.004
Si	12.238	9.53	5.435	-0.008	-0.007	-0.003
Si	14.95	12.245	5.45	-0.015	0.001	-0.014
Si	2.733	16.311	6.803	0.009	0.008	0.001
Si	5.451	2.717	6.802	-0.009	-0.001	-0.001
Si	2.739	5.458	6.81	-0.002	-0.002	-0.004
Si	5.443	8.159	6.779	0.004	0.006	0.003
Si	2.734	10.878	6.808	-0.007	0.005	0.006
Si	5.456	13.597	6.795	-0.004	-0.003	0.001
Si	8.164	16.301	6.794	0.007	0	-0.001
Si	10.856	2.718	6.816	-0.009	0.003	0
Si	8.148	5.439	6.804	-0.002	0.013	0.005
Si	10.881	8.17	6.801	0.009	-0.015	0.002
Si	8.154	10.87	6.776	0.004	-0.001	0.001
Si	10.861	13.581	6.796	0	0.009	0.004
Si	13.589	16.317	6.837	-0.011	0.001	0.003
Si	16.336	2.733	6.822	0.012	-0.001	-0.003
Si	13.598	5.455	6.818	0.008	-0.007	-0.004
Si	16.323	8.176	6.83	0.004	-0.005	0.002
Si	13.589	10.888	6.806	-0.001	0.001	0
Si	16.323	13.586	6.816	-0.006	0.003	-0.005
Si	1.371	1.355	8.165	-0.007	-0.002	-0.002
Si	4.093	4.084	8.16	0.001	0.004	-0.001
Si	1.362	6.801	8.17	-0.011	-0.01	0.004
Si	4.091	9.514	8.157	-0.007	-0.002	-0.001
Si	1.365	12.23	8.169	0.005	0.001	0.002
Si	4.095	14.957	8.159	0.005	0.002	0.003
Si	6.805	1.348	8.155	0.001	0.005	-0.001
Si	9.507	4.084	8.17	0.003	-0.005	0.003
Si	6.789	6.801	8.156	-0.01	-0.017	0.001
Si	9.518	9.527	8.153	0.003	0.001	0.002
Si	6.806	12.231	8.151	-0.001	0.005	0.003
Si	9.52	14.951	8.161	-0.003	0	0.004
Si	12.223	1.361	8.175	0.006	0.002	0.001
Si	14.967	4.092	8.17	-0.001	0.007	-0.001
Si	12.234	6.809	8.169	-0.006	0.006	0.007
Si	14.958	9.538	8.171	0.016	0.004	0.001
Si	12.228	12.239	8.165	-0.002	-0.004	0.001
Si	14.964	14.953	8.172	0.003	0.006	-0.003
Si	16.323	16.319	9.523	0.005	-0.001	0.006
Si	2.728	2.723	9.518	0.005	0.009	-0.001
Si	16.325	5.445	9.532	0.013	-0.001	0.005
Si	2.724	8.163	9.52	-0.002	0.002	-0.001
Si	16.321	10.883	9.534	-0.011	0.003	0.007
Si	2.725	13.6	9.516	-0.008	0.002	-0.002
Si	5.446	16.318	9.523	-0.004	0.006	0.004
Si	8.153	2.713	9.522	-0.001	0.003	0.001
Si	5.44	5.443	9.526	-0.003	0.002	0.007
Si	8.159	8.161	9.509	0.002	0	-0.004
Si	5.445	10.879	9.515	0.002	-0.001	0.002
Si	8.159	13.595	9.517	0.003	0	-0.002
Si	10.874	16.312	9.528	-0.005	0.003	-0.002
Si	13.599	2.723	9.516	-0.007	-0.008	-0.005
Si	10.877	5.442	9.522	0.006	-0.008	0.005
Si	13.601	8.167	9.524	0.007	-0.004	-0.004
Si	10.873	10.881	9.526	-0.002	0	0.002
Si	13.596	13.595	9.523	-0.005	0.001	-0.003
Si	1.363	14.958	10.878	0.002	0.003	0
Si	4.084	1.362	10.879	0.002	-0.003	0.001
Si	1.365	4.079	10.882	-0.01	-0.008	0.004
Si	4.076	6.802	10.882	-0.003	-0.004	-0.002
Si	1.362	9.517	10.884	0.003	-0.002	0.002
Si	4.081	12.238	10.873	0.001	-0.003	-0.002
Si	6.803	14.956	10.88	0.004	-0.003	-0.001
Si	9.515	1.355	10.882	0.004	0.003	0.001
Si	6.798	4.078	10.882	-0.008	0.002	0.003
Si	9.517	6.803	10.874	-0.002	0.004	-0.002
Si	6.804	9.522	10.873	-0.001	0	-0.002
Si	9.519	12.246	10.883	-0.005	0.007	0.001
Si	12.24	14.956	10.884	0.005	0.006	0.001
Si	14.955	1.359	10.875	0	0.008	-0.002
Si	12.242	4.08	10.876	0.002	0.002	-0.003
Si	14.964	6.807	10.883	0.003	-0.006	0.003
Si	12.241	9.525	10.882	-0.003	-0.002	0
Si	14.957	12.241	10.888	0.007	0	0
Si	2.718	16.323	12.235	0	0.01	0
Si	5.438	2.721	12.245	0.001	0.009	-0.001
Si	2.716	5.445	12.245	0.006	0.003	0.001
Si	5.439	8.167	12.23	-0.002	-0.001	-0.002
Si	2.72	10.882	12.237	-0.004	0.001	-0.003
Si	5.434	13.601	12.233	-0.003	-0.001	-0.001
Si	8.162	16.314	12.245	-0.008	0.004	0
Si	10.882	2.717	12.23	0.002	-0.006	-0.004
Si	8.159	5.443	12.234	0.006	-0.008	0
Si	10.884	8.157	12.231	0.001	0.002	-0.001
Si	8.157	10.886	12.235	0.006	-0.004	0
Si	10.882	13.6	12.246	-0.003	-0.006	-0.002
Si	13.601	16.316	12.24	-0.005	-0.003	-0.002
Si	16.316	2.718	12.23	0.004	-0.005	-0.001
Si	13.608	5.435	12.233	-0.004	0.003	0
Si	16.322	8.162	12.249	0.001	-0.001	-0.001
Si	13.6	10.882	12.25	0.006	0.004	0.002
Si	16.32	13.602	12.241	-0.003	0.005	-0.002
Si	1.344	1.354	13.59	-0.003	0.005	-0.005
Si	4.074	4.083	13.6	-0.001	-0.004	0.006
Si	1.355	6.801	13.613	-0.006	-0.002	0.007
Si	4.08	9.524	13.594	0.007	-0.002	-0.006
Si	1.359	12.24	13.596	0.004	-0.01	-0.008
Si	4.074	14.962	13.591	-0.001	0.001	-0.002
Si	6.801	1.357	13.6	0.006	-0.01	0.003
Si	9.525	4.081	13.584	-0.002	0.005	-0.004
Si	6.797	6.81	13.585	-0.013	0.008	-0.002
Si	9.532	9.53	13.58	-0.005	0.001	-0.009
Si	6.788	12.242	13.592	-0.001	0.005	-0.006
Si	9.527	14.96	13.609	0.008	0.002	0.002
Si	12.239	1.357	13.592	-0.006	0.009	-0.011
Si	14.967	4.077	13.598	0.009	-0.007	0
Si	12.249	6.793	13.584	0.008	-0.012	-0.005
Si	14.964	9.523	13.609	-0.007	0	0.002
Si	12.242	12.244	13.61	-0.009	0.003	0.003
Si	14.96	14.957	13.604	0.011	0.005	-0.003
Si	16.319	16.311	14.966	0.002	0.014	-0.003
Si	2.687	2.727	14.94	-0.005	-0.015	-0.006
Si	16.314	5.436	14.975	-0.003	-0.01	0.008
Si	2.722	8.171	14.958	0.006	0.007	-0.004
Si	16.322	10.891	14.967	0.014	0.013	0.002
Si	2.713	13.605	14.951	0	0.005	-0.002
Si	5.43	16.321	14.952	0.001	0.007	0.002
Si	8.175	2.719	14.945	0.004	0.005	-0.003
Si	5.44	5.452	14.947	0.001	0.004	0.009
Si	8.163	8.183	14.923	0.014	-0.003	-0.007
Si	5.426	10.89	14.958	-0.016	-0.011	0.003
Si	8.154	13.595	14.946	-0.004	0	-0.002
Si	10.891	16.325	14.97	0.002	-0.003	0.007
Si	13.608	2.705	14.945	-0.007	-0.006	-0.007
Si	10.895	5.431	14.938	0.003	0.005	-0.001
Si	13.605	8.144	14.951	-0.005	0.001	-0.001
Si	10.888	10.871	14.961	0.002	-0.005	0.001
Si	13.599	13.606	14.971	-0.003	-0.012	0
O	10.613	16.365	29.644	-0.159	-0.695	-0.079
O	11.75	8.901	22.893	0.204	0.092	0.355
O	13.738	8.907	32.735	-0.033	0.065	-0.355
O	11.734	3.736	23.299	-0.113	0.224	0.399
O	6.334	15.344	25.83	0.213	0.156	0.155
O	16.442	2.805	22.095	0.149	-0.103	0.531
O	1.942	4.462	22.958	0.332	0.267	0.022
O	12.04	1.228	27.785	0.374	-0.213	-0.678
O	8.39	8.594	32.633	-0.099	-0.115	-0.466
O	8.215	16.497	21.91	-0.024	-0.028	0.426
O	4.635	14.643	27.672	0.066	0.121	-0.146
O	12.146	5.202	31.861	0.272	0.13	-0.198
O	0.666	2.645	27.695	0.189	-0.285	0.326
O	5.899	7.497	27.266	0.203	0.067	-0.087
O	3.052	13.367	29.477	-0.509	-0.079	-0.057
O	5.51	8.233	22.092	-0.22	-0.149	0.616
O	14.795	1.365	23.321	-0.384	-0.01	0.205
O	12.793	15.051	23.054	0.58	-0.355	0.35
O	10.858	13.549	22.154	-0.135	0.115	0.256
O	7.398	9.808	23.053	0.072	-0.308	0.423
O	4.361	1.962	22.932	-0.112	0.029	0.077
O	2.755	10.917	22.022	0.096	0.227	0.416
O	1.212	14.528	23.267	0.191	-0.406	0.09
O	15.891	1.921	31.942	0.249	0.307	-0.387
O	14.979	6.938	31.759	0.287	-0.393	-0.255
O	2.992	8.718	32.747	0.122	0.121	-0.071
O	0.838	15.914	32.028	-0.129	-0.246	-0.205
O	15.394	4.58	27.242	-0.471	0.146	-0.594
O	14.39	2.407	28.353	0.097	-0.327	0.437
O	12.168	10.84	31.711	0.177	0.118	-0.069
O	6.483	0.541	29.255	0.233	-0.156	-0.267
O	9.69	16.552	27.086	-0.514	-0.361	0.039
O	9.82	4.768	27.715	0.314	0.021	-0.583
O	13.472	10.718	22.117	0.101	-0.128	0.374
O	13.947	14.277	32.674	0.198	-0.02	-0.059
O	16.392	14.132	29.65	0.708	0.101	-0.004
O	12.126	15.885	31.755	-0.092	-0.317	-0.445
O	4.79	7.133	31.768	0.404	-0.246	-0.022
O	14.407	6.615	25.444	0.104	-0.625	0.32
O	16.309	15.847	27.61	-0.224	0.321	-0.448
O	6.059	3.044	30.006	-0.002	-0.179	0.405
O	13.159	8.047	29.977	-0.058	0.268	0.122
O	1.079	4.881	31.822	-0.636	0.353	-0.147
O	5.25	4.925	27.101	-0.118	0.037	0.539
O	11.048	11.32	29.353	-0.269	-0.333	-0.174
O	8.82	7.077	28.535	0.091	-0.149	0.454
O	15.649	8.474	29.77	0.148	0.315	0.532
O	6.62	12.155	23.88	-0.113	0.482	-0.114
O	12.387	12.968	27.836	0.109	0.531	-0.398
O	14.439	11.511	25.785	-0.337	0.329	0.3
O	9.085	11.825	22.965	0.068	-0.212	0.484
O	2.806	14.263	32.679	0.249	0.126	-0.162
O	4.405	12.48	31.644	0.557	-0.349	-0.084
O	14.844	12.53	23.23	-0.076	0.477	0.223
O	2.869	3.707	30.241	0.465	0.047	-0.339
O	1.221	9.993	31.468	-0.64	0.084	-0.255
O	12.782	7.214	27.419	0.047	-0.388	-0.087
O	0.166	10.895	24.356	-0.016	0.015	-0.427
O	1.456	9.274	28.757	0.398	-0.153	-0.5
O	5.593	6.24	24.921	0.35	-0.288	-0.147
O	16.199	16.146	24.84	0.36	0.343	0.208
O	7.686	5.768	26.523	0.396	-0.293	-0.487
O	4.31	8.002	29.282	-0.236	0.252	-0.119
O	10.348	1.931	25.099	-0.068	0.343	0.521
O	13.541	9.049	25.655	-0.108	0.142	-0.618
O	15.305	7.238	23.042	0.061	0.309	0.008
O	5.325	12.201	29.24	-0.029	-0.487	-0.144
O	4.559	15.334	30.165	-0.359	0.087	0.229
O	2.186	9.921	25.581	-0.172	0.139	0.244
O	4.593	10.662	24.736	-0.034	-0.328	0.083
O	9.752	2.213	22.618	-0.359	0.183	0.214
O	2.565	2.749	0.026	-0.069	-0.102	-0.251
O	0.692	11.611	29.575	0.003	0.037	-0.252
O	1.507	3.381	25.297	-0.172	-0.285	-0.32
O	14.534	12.367	29.316	0.009	-0.694	-0.032
O	4.033	1.699	31.686	0.267	-0.532	-0.217
O	13.851	3.39	32.716	0.098	-0.006	-0.643
O	9.814	2.33	28.681	-0.637	0.028	0.082
O	8.874	9.339	27.235	-0.575	-0.154	-0.13
O	12.993	10.452	27.741	0.198	-0.412	0.627
O	3.204	10.806	29.968	0.412	-0.262	-0.199
O	12.071	1.173	23.334	0.202	0.069	-0.276
O	3.274	3.239	27.151	-0.026	0.072	0.311
O	12.394	13.251	30.43	0.113	0.444	0.234
O	15.488	9.613	27.386	0.098	0.03	0.149
O	16.444	7.097	27.706	0.254	0.016	-0.573
O	7.8	11.734	29.399	0.702	0.211	0.127
O	6.642	15.086	23.258	-0.322	-0.377	0.268
O	1.454	9.014	23.103	-0.003	-0.652	0.009
O	6.619	15.956	31.729	0.083	0.401	-0.07
O	8.581	16.185	24.765	0.013	-0.401	-0.233
O	10.949	8.629	28.63	0.284	0.41	0.076
O	8.154	5.398	22.218	-0.145	0.131	0.257
O	4.958	3.229	25.099	-0.169	0.433	-0.037
O	6.834	10.286	31.437	-0.508	0.087	0.004
O	3.86	6.458	22.909	-0.096	-0.572	0.088
O	2.969	5.611	25.125	-0.07	0.141	0.383
O	15.713	12.559	31.71	0.427	-0.372	0.097
O	6.827	13.231	27.362	0.397	-0.145	-0.335
O	8.729	9.334	29.865	0.401	-0.042	0.494
O	6.901	4.949	31.614	-0.014	0.508	0.055
O	1.672	1.435	30.409	-0.027	-0.084	-0.428
O	15.174	2.161	25.85	0.136	0.218	-0.301
O	10.147	12.483	31.61	-0.345	-0.247	-0.089
O	13.551	5.429	22.281	0.196	-0.153	0.622
O	8.471	3.181	32.665	-0.094	0.07	-0.152
O	16.447	8.296	25.136	0.11	-0.062	0.235
O	11.879	7.157	24.89	-0.054	-0.496	-0.108
O	8.399	14.191	32.596	0.005	-0.075	-0.195
O	9.821	7.177	23.212	-0.08	-0.015	0.321
O	4.038	1.594	29.178	-0.372	-0.187	-0.43
O	6.951	14.263	29.76	0.562	0.029	0.272
O	4.867	13.146	25.574	-0.573	-0.098	0.012
O	2.412	15.659	28.46	-0.3	0.024	0.344
O	5.778	2.374	27.442	0.359	-0.323	-0.426
O	10.239	9.162	24.989	0.078	0.047	0.056
O	12.073	3.679	28.637	0.304	0.314	-0.153
O	10.393	1.529	31.819	-0.09	-0.223	-0.3
O	4.338	9.585	27.131	-0.334	0.333	0.456
O	13.63	16.41	25.208	-0.014	-0.063	0.528
O	6.329	9.574	28.886	-0.084	0.123	-0.091
O	11.109	15.727	25.015	0.054	-0.421	0.348
O	10.128	4.339	30.358	-0.397	-0.191	0.302
O	2.742	16.376	22.198	0.269	0.046	0.512
O	0.379	5.68	24.672	-0.061	-0.078	0.24
O	10.668	11.195	26.698	0.174	0.238	-0.178
O	14.71	6.03	29.345	-0.392	-0.184	-0.012
O	7.582	4.882	29.025	0.04	-0.363	-0.128
O	12.59	1.69	30.276	0.421	0.164	0.483
O	6.434	1.204	24.331	0.191	0.074	-0.051
O	0.795	5.002	29.187	-0.069	-0.082	-0.305
O	2.063	0.985	26.428	0.084	-0.138	-0.264
O	8.401	10.946	25.296	-0.334	0.148	0.321
O	3.868	8.126	24.963	0.117	-0.049	-0.246
O	6.505	3.495	22.991	0.191	-0.196	0.428
O	1.796	14.833	25.942	0.307	-0.357	-0.129
O	14.017	14.876	28.817	-0.144	0.471	-0.181
O	16.104	13.449	25.22	0.09	0.064	0.257
O	2.713	6.308	30.373	-0.142	0.518	0.178
O	11.469	6.244	29.521	0.153	-0.533	-0.357
O	15.625	16.595	30.007	-0.287	0.366	-0.035
O	10.021	6.722	31.698	0.018	-0.01	-0.211
O	4.249	12.724	23.07	-0.267	0.676	0.268
O	5.18	5.55	29.775	0.053	-0.103	-0.183

Results
total energy: -101655.023 eV
total energy less fixed offsets of O -438.35, Si -107.03 eV per atom: -1.823 eV
